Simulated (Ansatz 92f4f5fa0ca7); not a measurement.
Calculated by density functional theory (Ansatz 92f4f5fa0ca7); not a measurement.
Periodic cell of 122 atoms, Si78O44, from a study of silicon, its oxide and their interface. The atomic structure is a simulated model.

Settings
functional: r2SCAN
potential files: Ansatz norm-conserving
basis: plane waves
wave-function cutoff: 1300 eV
density cutoff ratio: 4
exchange-correlation grid ratio: 1
k mesh: 2 x 2 x 1, shifted by 0.5 0.5 0.5 of a step
self-consistency stop: 5e-08 eV per atom in the density residual
occupations: Fermi-Dirac, 0.05 eV
spin: none
net charge: 0

Cell vectors (angstrom)
a 10.88 0 0
b 0 10.88 0
c 0 0 17.7584

Atoms and the computed forces on them: element, x, y, z (angstrom), force x, y, z (eV/angstrom)
Si -1.7842 2.006 0.2281 0.0241 0.9627 2.1362
Si 3.4301 1.8595 0.8111 0.6847 1.5326 -2.3129
Si 0.2456 5.0516 -0.9182 -1.8703 0.5212 5.3633
Si 1.9598 8.436 -1.1756 2.6234 2.0297 4.6799
Si 5.4835 0.0458 0.5193 -2.5561 2.7495 3.5817
Si 8.0653 1.4523 -1.7179 3.1033 -3.1915 -1.1005
Si 5.1409 5.5412 -1.1989 0.4277 0.4672 3.3338
Si 8.3827 7.3153 -0.4239 -0.8693 -0.578 5.0931
Si 0.9256 1.4368 1.4217 1.2011 -2.0499 -1.9629
Si 4.2541 4.3037 1.607 1.3119 0.4484 -3.6146
Si 1.9848 7.9744 1.8638 2.0237 -2.391 -2.2712
Si 4.0409 9.2496 1.835 -4.6679 4.5449 -3.7783
Si 7.155 1.7396 1.6411 0.4217 -2.1962 -0.3433
Si 9.1348 4.3764 0.9966 3.1878 -1.0483 -0.0783
Si 6.062 6.4239 1.2531 -0.2992 0.4559 -0.8468
Si 8.4471 7.8527 2.3177 -0.3869 1.7368 -2.3459
Si -0.0466 2.7841 2.8316 -1.4878 1.3154 0.4315
Si 2.6607 -0.0134 2.8017 0.1698 1.1033 -0.567
Si 0.008 8.2239 2.7278 -1.8637 0.383 0.5053
Si 2.6844 5.4838 2.6639 -0.8379 1.62 0.6908
Si 5.4843 2.7632 2.7243 -0.3019 0.0031 1.2315
Si 8.1557 -0.0329 2.8227 0.3406 0.104 -0.1305
Si 5.4304 8.1693 2.7289 4.4236 -3.4727 3.5136
Si 8.1275 5.5034 2.7156 -0.6652 -0.3244 0.2206
Si 1.36 4.08 4.1209 0.2051 0.723 -0.1236
Si 4.08 1.36 4.1209 0.0518 0.3011 -0.1497
Si 1.36 9.52 4.1209 -0.8321 -0.0404 0.7603
Si 4.08 6.8 4.1209 -0.0262 -0.5028 0.1497
Si 6.8 4.08 4.1209 0.2569 0.3407 0.2387
Si 9.52 1.36 4.1209 0.1459 -0.428 0.3466
Si 6.8 9.52 4.1209 -0.1048 -0.0521 0.1637
Si 9.52 6.8 4.1209 1.4441 -0.8241 1.1602
Si 0 0 5.4946 0.0623 -0.2163 0.3458
Si 2.72 2.72 5.4946 0.5381 -0.0276 0.4626
Si 0 5.44 5.4946 0.2454 -0.4612 0.1653
Si 2.72 8.16 5.4946 0.2684 -0.0408 0.2327
Si 5.44 0 5.4946 -0.2966 -0.3168 0.0351
Si 8.16 2.72 5.4946 -0.1711 0.3016 -0.0527
Si 5.44 5.44 5.4946 -0.1296 0.19 0.2618
Si 8.16 8.16 5.4946 -0.3028 0.0195 0.5958
Si 1.3994 1.3144 6.8571 0.8992 -0.9334 -1.2246
Si 4.0949 4.077 6.8968 1.489 -0.5264 0.119
Si 1.3434 6.8264 6.8148 0.1526 -0.5634 1.5693
Si 4.1576 9.4367 6.8451 -0.1572 1.6711 1.2115
Si 6.7698 1.377 6.8113 0.7854 0.4709 2.0816
Si 9.5431 4.041 6.8478 0.5739 0.0798 1.2382
Si 6.8396 6.6957 6.9205 0.5036 0.1685 0.0821
Si 9.5048 9.5135 6.9138 0.0172 0.8043 -0.5143
Si -0.0884 2.2223 8.1323 -2.6109 0.8855 1.4763
Si 2.48 -0.092 8.4636 1.4852 -2.2122 -0.251
Si -0.3849 7.9187 8.2306 -1.0477 0.7067 -1.6054
Si 3.2947 5.7381 8.1887 -0.7307 0.914 -0.8504
Si 5.7236 2.7924 8.7184 -5.7875 -1.687 -5.0887
Si 8.768 0.5536 8.3285 -0.068 0.6159 -0.626
Si 5.8432 8.4529 8.2579 1.5825 2.1592 -0.9145
Si 8.3037 5.5083 8.5784 -0.5258 -1.4337 -2.1756
Si 0.742 6.081 11.2274 2.7533 -0.9576 -0.8792
Si 3.3145 1.4191 10.2915 2.2653 -1.8616 -2.7372
Si 0.6939 8.7912 9.9871 2.5811 2.5282 -4.5481
Si 4.9044 6.9611 9.4394 -2.5041 -2.1138 -0.4798
Si 7.4861 3.4828 9.5947 3.6944 0.1166 2.905
Si 10.345 2.2064 10.8497 -1.4473 1.5898 -2.4011
Si 8.1794 10.3275 10.6903 2.0008 -0.9426 -6.5147
Si 8.4383 7.6548 9.3736 0.9664 -0.154 1.6633
Si 7.0254 -1.7278 13.1286 -0.9633 -1.38 -2.7794
Si 12.15 3.7294 14.3607 -2.2966 -2.5578 -1.6146
Si 1.1966 11.2534 16.7878 2.0061 6.6977 -1.3973
Si 5.841 3.4029 15.2683 2.1215 -1.7088 0.4994
Si 2.8893 3.7079 11.7136 2.6174 4.6456 1.3792
Si 16.8133 4.1224 12.0945 -1.6935 1.1668 0.9857
Si -1.3292 -2.7087 12.1913 -0.2038 -1.3427 3.8555
Si -3.9524 -1.1558 15.8877 0.0208 -2.7863 -0.9689
Si 10.2658 1.207 14.7928 5.4922 -1.7916 -6.2016
Si 5.0225 7.1008 11.9136 0.2266 3.772 4.3485
Si 13.9823 2.2223 16.1382 0.2423 -1.0414 1.6714
Si 0.7765 6.7075 14.5719 -0.6541 3.9628 -4.228
Si 3.49 7.3248 14.6928 4.1498 -1.128 0.4066
Si 10.4662 10.3181 12.1478 -1.1895 -0.1967 1.3798
O 1.0158 -0.9771 -0.4447 1.6818 -9.164 0.851
O 0.0171 4.786 0.8255 -0.0097 -0.6718 -2.3736
O 2.6866 0.5128 -2.0916 -2.7085 2.7095 1.8494
O 15.4231 4.4251 -0.1821 -1.1423 -0.3967 2.043
O 0.8118 7.5847 -1.7594 -3.2577 -2.8514 -2.8927
O 0.2558 5.2448 -3.5815 1.7297 -3.8426 0.4493
O -2.6284 -0.3527 -2.0674 0.1713 3.3662 -0.8461
O 6.3239 8.17 -5.8864 0.1534 1.0774 1.7945
O 7.6131 -2.7108 -1.413 -2.4132 3.1552 -3.3914
O 4.3559 5.8632 -2.4659 -4.1181 2.7932 -2.7075
O 6.7712 2.2306 -1.6265 -3.7498 2.9465 -2.943
O 6.4039 4.7544 -1.8271 0.6233 0.1729 0.8163
O 9.5204 6.2628 -0.3033 0.8865 -1.1928 -2.3922
O 1.1963 7.3748 10.2235 1.0928 -6.7681 3.0349
O 4.5864 3.6126 11.1651 -0.4393 0.2398 3.9519
O 4.1068 2.2742 8.9863 1.3775 -1.0201 1.2106
O 2.38 2.6043 10.7926 -3.2734 -1.5053 -0.9233
O 0.7369 9.4358 11.4148 1.268 2.7256 1.9311
O 2.0913 9.206 9.0397 -1.4356 2.6891 0.3979
O 3.9014 7.2281 10.7664 1.518 0.9067 0.2169
O 1.66 3.2759 15.951 1.4816 0.0479 -2.2779
O 7.1867 3.9279 11.1588 0.9904 -1.0324 0.2285
O 7.104 -1.5285 9.1606 -1.5532 -2.0282 -0.8074
O -1.9532 1.8047 14.6612 -7.9855 2.4137 1.3479
O 15.2108 2.9251 15.2834 -1.7966 -1.1562 0.6825
O 8.5292 8.5536 13.606 -3.0724 -0.2441 -2.5618
O 7.4198 10.3896 11.9926 -2.4942 0.5487 4.641
O 9.3262 7.0165 10.9242 -0.4661 2.8522 2.4277
O -0.4899 -0.1128 13.7146 1.133 0.7154 -1.4232
O 10.7684 7.8065 13.529 0.2946 -2.0585 -0.7434
O 10.9792 2.4482 13.9797 3.9962 2.2897 1.1531
O 5.8974 -1.2985 14.2957 4.1556 0.1591 2.8434
O 6.4896 -0.3518 17.2106 1.7355 -3.9508 -3.9698
O 4.5164 7.527 13.4613 0.0322 0.3763 -1.5162
O 2.3054 6.7073 13.8753 -4.1038 -0.9984 0.7961
O 16.1459 6.9092 17.4367 1.4223 -0.5991 1.475
O 2.6111 3.3885 13.3454 -2.0765 1.5084 -0.0291
O 8.5373 12.9628 9.8249 -0.8615 2.4384 0.1193
O 6.1328 3.6906 13.7361 0.1576 -0.1326 -4.4682
O 5.7489 -5.1309 11.9754 0.7469 -3.2578 1.0373
O 2.4224 5.2357 11.2994 -1.7753 -1.0281 0.3593
O 5.0948 1.4849 17.5058 -3.6684 -0.8532 2.5817
O -0.3241 0.5343 16.1525 2.3738 0.8418 0.9972
O 9.9322 11.4637 11.0574 1.1441 -1.5462 2.1373

Results
free energy: -29546.604 eV
free energy less fixed offsets of O -463.61, Si -117.95 eV per atom: 52.336 eV
pressure: 0.14 GPa
stress xx, yy, zz, yz, xz, xy (GPa, positive in tension): -1.67, -0.53, 1.78, -0.11, 0.12, -0.02
